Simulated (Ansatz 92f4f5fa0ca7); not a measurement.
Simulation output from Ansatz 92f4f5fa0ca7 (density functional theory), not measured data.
Periodic cell of 215 atoms, Si132O82B1, from a study of silicon, its oxide and their interface. The atomic structure is a simulated model.
Doubt: the cutoff is far below the 930 eV that the study's wrapper takes by default for these files, so forces and energies are approximate.

Settings: functional PBE; potential files Ansatz PAW; basis plane waves; wave-function cutoff 580 eV; density cutoff ratio 5; exchange-correlation grid ratio 1; k mesh 1 x 1 x 1, Gamma-centred; self-consistency stop 5e-08 eV per atom in the density residual; occupations fixed; spin none; net charge -1 e, with a uniform compensating background and no finite-size correction.

Cell vectors (angstrom)
a 10.938 0 0
b 0 10.938 0
c 0 0 31.5432

Atoms and the computed forces on them: element, x, y, z (angstrom), force x, y, z (eV/angstrom)
Si 10.4319 0.5748 24.3531 -0.0384 0.0788 0.2247
Si 6.0491 10.501 24.1802 0.0635 -0.0895 0.2569
Si 2.1302 3.2496 24.0982 -0.0356 0.0506 0.2542
Si 8.698 2.257 24.3361 0.0421 -0.0254 0.2664
Si 0.5008 5.0558 24.1937 0.0434 -0.0433 0.253
Si 5.0484 5.8891 24.2182 -0.0354 0.0617 0.2196
Si 3.3885 7.6421 24.1995 0.0648 -0.0362 0.2346
Si 7.8362 8.8287 24.018 -0.0697 0.0074 0.2287
Si 1.3478 1.4721 25.4604 -0.0108 0.0216 0.086
Si 6.9195 1.2979 25.5447 0.0455 -0.0233 0.0848
Si 4.0301 4.0872 25.3457 -0.0026 0.0228 0.041
Si 9.6671 4.0943 25.449 0.0456 -0.0528 0.0366
Si 1.5 6.8026 25.4259 -0.003 -0.0322 0.0563
Si 6.9007 6.9412 25.2557 0.0017 0.007 -0.0001
Si 4.2322 9.5296 25.3722 0.0062 -0.0226 -0.0131
Si 9.5458 9.6374 25.4506 -0.063 -0.0161 0.0811
Si 2.7807 0.0021 26.6733 0.0162 0.0022 -0.1433
Si 8.2586 -0.0301 26.9838 -0.0205 0.0045 0.2058
Si 0.0266 2.7566 26.9425 -0.0462 0.0407 0.2059
Si 5.426 2.724 26.721 0.011 -0.0366 -0.1193
Si 2.7575 5.391 26.888 -0.0257 0.0142 0.1139
Si 8.2212 5.5223 26.6557 0.038 0.0043 -0.1226
Si 0.0516 8.2291 26.7061 0.0352 0.0114 -0.1267
Si 5.5617 8.1872 26.8147 0.0052 0.0265 0.0665
Si 4.057 1.3686 28.1277 0.0059 0.0917 0.08
Si 9.651 1.3482 28.3371 -0.021 -0.0548 -0.4289
Si 1.4109 4.0579 28.3393 0.0451 -0.0397 -0.409
Si 6.8343 4.1323 28.0356 0.0086 -0.0461 0.1103
Si 4.1638 6.8087 28.1644 -0.085 0.0126 -0.0927
Si 9.6024 6.8488 28.0636 -0.0341 0.0068 0.0796
Si 1.3954 9.6325 28.0973 -0.0988 -0.0017 0.1466
Si 6.8497 9.5281 28.2794 0.0904 0.0823 -0.3382
Si 0.2091 0.1092 29.6892 0.0729 0.1036 0.0933
Si 5.4347 0.0103 29.4935 0.0097 0.007 0.0226
Si 2.6274 2.5397 29.6942 -0.0788 -0.0421 0.0863
Si 8.1885 2.7679 29.4821 -0.075 0.0679 -0.0076
Si -0.0151 5.4901 29.5004 -0.0433 0.0499 0.0486
Si 5.4886 5.4228 29.5238 0.0524 -0.0215 -0.0332
Si 2.7545 8.222 29.4538 0.0316 -0.0386 -0.0753
Si 8.2781 8.1775 29.5459 0.0275 -0.0755 0.0267
B 1.3988 1.3416 30.9029 -0.0163 -0.0089 -0.0308
Si 6.8147 1.3795 30.8307 0.0093 0.0396 -0.0072
Si 4.0806 4.0342 30.8741 0.0091 -0.0203 -0.0343
Si 9.6094 4.0657 30.853 -0.0227 -0.0086 0.0139
Si 1.3722 6.8593 30.8256 0.0016 0.0288 -0.0154
Si 6.8722 6.7991 30.8931 -0.005 -0.0091 0.0094
Si 4.0444 9.6261 30.8525 -0.0391 -0.0246 0.0366
Si 9.6505 9.5911 30.8824 0.0505 0.0191 -0.0258
Si 2.598 0.1186 0.5549 -0.0365 0.0542 -0.0458
Si 8.1918 0.0083 0.6437 -0.049 -0.0486 0.004
Si 0.1331 2.591 0.507 0.0643 -0.0762 -0.0912
Si 5.4731 2.7075 0.7021 0.0309 0.0022 0.0281
Si 2.715 5.4702 0.6491 -0.0047 0.0128 0.0013
Si 8.2471 5.4061 0.7068 -0.0072 0.0022 0.0463
Si 0.0409 8.1906 0.7048 -0.0121 -0.0458 0.0321
Si 5.4439 8.2329 0.6414 0.0494 0.0003 0.0131
Si 4.0708 1.3175 1.9997 0.0302 -0.0697 0.0034
Si 9.5741 1.3926 1.9511 -0.0605 0.1346 -0.0518
Si 1.3141 4.08 1.9679 -0.1137 0.0735 -0.0109
Si 6.8597 4.0473 2.0623 0.0523 -0.0445 -0.0185
Si 4.0682 6.8699 1.996 -0.0696 0.0538 -0.0471
Si 9.6121 6.7951 2.0459 0.0425 -0.046 0.0083
Si 1.3961 9.6008 2.0209 0.0597 -0.0319 -0.0134
Si 6.8236 9.5761 2.0285 -0.0105 0.0118 0.0319
Si -0.0677 -0.0041 3.2862 0.1513 -0.0611 0.3384
Si 5.4431 -0.0169 3.4494 0.0281 0.0014 -0.0834
Si 2.6889 2.7196 3.2782 0.0833 0.0287 0.3788
Si 8.2224 2.6695 3.4637 -0.0233 0.0649 -0.0784
Si -0.0084 5.43 3.481 0.0286 0.0014 -0.1166
Si 5.4497 5.4829 3.2685 0.0216 -0.09 0.3769
Si 2.7386 8.2206 3.4515 -0.0168 -0.0177 -0.0736
Si 8.2311 8.1818 3.3364 -0.0941 -0.005 0.1669
Si 1.2833 1.3637 4.6515 -0.0215 0.0257 -0.2166
Si 6.841 1.2969 4.8661 -0.014 0.0019 0.0777
Si 4.0624 4.1171 4.6159 -0.0501 -0.0214 -0.176
Si 9.5405 4.056 4.8675 -0.0215 -0.0303 0.1292
Si 1.3551 6.8623 4.8436 0.0339 -0.0091 0.0967
Si 6.8335 6.8021 4.6602 -0.0043 -0.0038 -0.1389
Si 4.1037 9.5639 4.8647 -0.0037 -0.0331 0.0911
Si 9.5724 9.5663 4.7186 0.0005 0.0092 -0.0782
Si 2.6132 0.038 6.0827 -0.0184 -0.0188 -0.0308
Si 8.2195 -0.1372 6.2403 -0.0031 -0.0125 0.0112
Si -0.0191 2.6486 6.1888 0.0474 -0.0075 -0.0191
Si 5.3828 2.7638 6.0459 0.035 0.0212 -0.0556
Si 2.7494 5.4336 6.1165 0.0262 -0.0348 -0.0305
Si 8.0958 5.4339 6.1552 -0.0068 0.0003 -0.0311
Si -0.0072 8.284 6.2027 -0.0101 0.0089 -0.0145
Si 5.5585 8.1481 6.134 0.0267 -0.001 -0.0143
Si 3.492 1.9215 7.1604 -0.1378 0.1551 -0.2474
Si 10.0178 0.8215 7.4494 0.0451 -0.0172 -0.239
Si 1.7852 3.6506 7.3384 0.0361 -0.0576 -0.2708
Si 6.212 4.5226 7.3633 -0.0227 0.0534 -0.2403
Si 4.6359 6.307 7.2423 0.0189 -0.0761 -0.2373
Si 9.155 7.1894 7.3057 -0.065 0.0855 -0.217
Si 0.8882 10.1452 7.4986 -0.0447 0.0227 -0.2391
Si 7.4003 8.8876 7.4711 0.0653 -0.0243 -0.2704
O 4.5667 6.6002 8.8709 -0.0922 0.0987 0.3563
O 1.4083 3.9797 8.9297 -0.041 0.1133 0.394
O 9.7286 6.556 8.7312 0.0685 -0.0682 0.3556
O 1.2996 10.1008 9.1318 0.129 -0.0443 0.3469
O 6.0864 4.2211 9.0061 0.0237 -0.1348 0.3944
O 3.7255 1.5787 8.7449 0.1088 -0.0824 0.3391
O 7.1187 8.9642 9.1191 -0.0722 0.0882 0.3995
O 9.6487 1.0733 9.0523 -0.1274 0.0482 0.3597
O 8.2405 2.5403 22.7751 -0.1068 0.0596 -0.3876
O 11.0004 5.5616 22.6742 -0.045 0.1032 -0.3804
O 5.6386 0.089 22.6675 -0.0717 0.1255 -0.3588
O 5.2726 5.4001 22.6477 0.0801 -0.0704 -0.3856
O 2.1321 2.8185 22.4881 0.047 -0.1192 -0.4143
O 3.3078 7.8455 22.5467 -0.0864 0.0578 -0.361
O 8.378 8.7504 22.4343 0.1292 -0.0253 -0.396
O -0.1907 11.2511 22.7578 0.091 -0.0928 -0.345
Si 2.1533 2.9877 12.888 -0.0231 0.0201 -0.2237
Si 8.6825 1.2945 10.3417 0.0641 -0.0281 -0.3701
Si 1.0683 4.5078 15.3537 0.0144 -0.0229 -0.0247
Si 7.5489 5.5703 12.1988 -0.0293 -0.0143 -0.2401
Si 2.4043 8.1879 21.2421 0.0277 -0.0428 0.3662
Si 5.4154 7.7751 12.4683 -0.0009 -0.0072 -0.2399
Si 9.2656 0.4636 15.4904 0.0245 0.0144 -0.0402
Si 2.9128 -0.0412 16.6662 0.0317 -0.0129 0.1064
Si 10.4648 1.1689 12.5954 -0.0253 -0.0047 -0.1999
Si 7.7609 2.8351 21.2629 0.0299 -0.0473 0.3703
Si 9.1362 8.792 14.4536 0.021 -0.0033 -0.0944
Si 1.473 4.7875 10.3461 -0.0103 -0.0509 -0.399
Si 4.4722 9.4929 19.159 0.0076 -0.0119 0.2536
Si 11.0677 6.1004 21.1393 0.0141 -0.012 0.3707
Si 6.6156 10.4504 14.8437 0.0171 -0.0196 -0.037
Si 5.3863 0.7354 21.2043 0.0286 -0.0276 0.3554
Si 2.342 9.8088 10.3663 -0.0818 0.0241 -0.3118
Si 0.4226 10.6379 21.404 -0.0586 0.061 0.3165
Si 5.8448 5.2539 21.1436 -0.0261 0.012 0.4131
Si 3.6422 7.0919 10.0934 0.0686 -0.0869 -0.3537
Si 9.0461 5.6897 14.8416 -0.0302 -0.0093 -0.0658
Si 3.6628 4.0779 19.098 -0.0136 -0.0347 0.2747
Si 10.0233 3.6673 19.3375 -0.0045 0.0203 0.2797
Si 4.2608 8.6654 15.3614 0.0056 -0.0053 -0.0425
Si 0.4526 1.9262 17.164 -0.0114 0.0268 0.1374
Si 6.7838 7.5369 19.2656 0.0192 0.0357 0.2451
Si 5.2567 3.6229 16.7409 -0.0159 -0.006 0.0973
Si 7.781 5.0221 17.5354 0.0293 0.0316 0.1342
Si 6.6734 9.9077 10.3748 0.0409 -0.0631 -0.3407
Si 4.3779 1.0519 10.1077 -0.0878 0.0544 -0.3113
Si -0.0295 9.0954 11.8931 0.0527 -0.0246 -0.2242
Si 9.0957 8.631 20.9592 -0.0232 0.0369 0.3861
Si 4.549 1.6673 14.5787 -0.0357 0.0136 -0.0669
Si 2.4429 2.0869 21.0636 -0.0551 0.0255 0.4035
Si 6.3293 3.3344 10.3536 0.0056 0.0836 -0.3696
Si 3.4316 5.9179 16.739 0.0056 -0.0156 0.1082
Si 9.8736 6.5468 10.3439 0.0233 -0.0391 -0.3695
O 0.1095 2.6307 18.5951 0.0349 -0.048 -0.1218
O 2.9289 9.6308 15.5893 -0.0041 -0.0072 -0.008
O 10.8571 4.8039 20.1702 -0.0411 -0.096 -0.1705
O 7.5573 2.3717 9.9128 0.0058 0.0144 0.1284
O 10.9221 5.351 10.7795 -0.0155 0.0057 0.1168
O 6.5814 6.7074 12.8675 -0.0042 0.0161 0.0716
O 10.3143 8.0698 10.7737 0.0263 0.0781 0.1283
O 7.6677 9.4604 13.9968 -0.0104 0.0087 0.0341
O 8.4151 6.2204 10.9844 -0.0711 -0.0301 0.148
O 5.3451 10.4979 20.0913 -0.0341 -0.078 -0.1644
O 2.1622 3.7587 11.4329 0.0433 -0.0934 0.203
O 7.9673 8.5471 19.7778 -0.0831 -0.0406 -0.1585
O 6.1992 6.7305 20.5637 0.0271 0.0646 -0.1611
O 5.506 2.7151 15.4091 0.0059 -0.004 -0.0042
O 1.3056 0.9253 20.7171 0.0254 0.0104 -0.1229
O 6.0775 9.0274 11.6237 -0.0482 -0.0451 0.1472
O 4.61 4.9847 16.111 0.005 0.0074 -0.0302
O 6.5951 3.9091 17.6322 -0.0157 -0.0121 -0.0528
O 10.5486 10.6787 11.808 -0.0161 0.018 0.0843
O 5.5769 0.4984 13.9891 0.0079 -0.0042 0.0314
O 8.0268 5.108 15.9427 0.0039 -0.0043 -0.0277
O 9.7364 9.8256 15.5773 0.0046 0.0001 0.0209
O -0.3945 5.1526 15.1285 0.0044 0.0008 0.0154
O 1.5576 6.8477 20.8178 -0.0038 -0.0029 -0.1138
O 1.4997 0.6434 17.1833 0.0015 -0.0037 -0.0379
O 6.5902 1.7768 20.8356 -0.0126 0.0122 -0.116
O 1.0017 1.8194 12.8333 0.0168 -0.0036 0.0614
O 3.2482 5.4925 18.3323 -0.0014 0.0438 -0.1152
O 9.5241 2.0096 11.5601 0.0533 0.012 0.1457
O 1.0213 3.1104 16.1957 0.0007 0.0155 -0.0263
O 8.5834 5.1345 13.3818 0.0362 -0.0015 0.1115
O 10.2811 8.5911 13.3038 -0.0496 -0.003 0.1183
O 1.4377 9.4072 21.7234 0.0073 -0.0123 -0.1157
O 10.0799 9.9278 20.6228 -0.0177 -0.0226 -0.1197
O 3.1648 0.217 10.8645 -0.0023 0.0186 0.1221
O 5.0588 2.3782 10.8138 -0.0255 -0.0228 0.1124
O 1.7524 4.1655 13.9269 -0.0201 0.0292 0.0823
O 7.9458 10.8385 10.8322 -0.016 0.0053 0.1177
O 9.126 4.4804 18.2519 -0.0547 0.0299 -0.1058
O 5.6393 9.4979 15.7698 0.0079 0.0069 0.0041
O 5.5361 -0.0326 9.7897 0.0259 -0.0076 0.0477
O 3.5879 2.3113 13.3932 0.036 -0.0187 0.0794
O 1.9734 5.6577 16.0636 -0.0102 0.0045 -0.0237
O 9.7016 1.0529 14.0271 -0.0226 -0.0078 0.1009
O 4.3909 6.945 11.5197 0.0592 0.0256 0.1706
O 4.7576 4.4814 20.2244 -0.0774 -0.0377 -0.1747
O 9.9548 1.3536 16.64 -0.016 -0.0182 -0.0235
O 6.6898 4.3023 11.6246 0.036 0.0555 0.145
O 5.5711 8.4119 18.6028 -0.0058 -0.004 -0.0772
O 9.0662 2.7421 20.2881 0.0818 0.0363 -0.1743
O 3.6013 1.1307 15.7842 0.0089 0.0027 -0.0049
O 4.2208 3.074 17.9076 0.04 -0.0086 -0.1111
O 9.9016 7.2126 20.9161 -0.0004 -0.0076 -0.1122
O 3.3584 8.6702 9.7995 0.0007 0.0136 0.1048
O 3.9419 7.4247 16.3797 -0.0052 0.0023 -0.0233
O 7.6315 0.4867 15.6954 -0.005 0.0038 0.0106
O 8.9315 7.3042 15.0337 0.0005 -0.0016 0.026
O 3.9268 1.4421 21.1962 0.0169 0.0014 -0.1136
O 1.5963 9.1304 11.6738 -0.0426 -0.0205 0.1163
O 2.3175 6.165 10.1524 -0.0094 0.0208 0.1288
O 7.3357 6.4655 18.16 0.0206 -0.0662 -0.1044
O 7.2138 4.3692 21.1557 -0.0054 0.0072 -0.1189
O 4.5511 8.233 13.7953 -0.0272 0.0221 0.1044
O 3.3246 8.678 19.9948 0.0848 0.0516 -0.1781
O 2.4987 3.2295 19.8793 0.047 0.0828 -0.1769
O 3.7322 10.3651 17.9854 -0.0542 0.0453 -0.1324

Results
free energy: -130700.029 eV
free energy less fixed offsets of B -154.04, O -568.88, Si -635.61 eV per atom: 2.691 eV

The program warned: the cutoff lies below the one the program advises for these potential files; the forces do not sum to zero within the program's tolerance; the exchange-correlation potential is rough where the density is thin.
